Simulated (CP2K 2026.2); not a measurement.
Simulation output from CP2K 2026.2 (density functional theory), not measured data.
Periodic cell of 507 atoms, Si360O145H2, from a study of silicon, its oxide and their interface. The atomic structure is a simulated model.
Doubt: the forces sum to 1.63 eV/angstrom along one axis rather than to zero, so they err by at least 0.0032 eV/angstrom per atom on average; the grid cutoff is modest.

Settings: functional PBE; method Gaussian and plane waves; basis set DZVP-MOLOPT-SR-GTH; pseudopotentials GTH-PBE; grid cutoff 350 Ry, relative cutoff 50 Ry; k points Gamma only; occupations fixed; spin none; net charge 0.

Cell vectors (angstrom)
a	16.32	0	0
b	0	16.32	0
c	8.1548	6.0674	34.8551

Atoms and the computed forces on them: element, x, y, z (angstrom), force x, y, z (eV/angstrom)
Si	1.099	15.323	0.031	-0.093	-0.087	0.132
Si	3.746	1.57	0.018	0.14	0.163	0.126
Si	9.721	9.874	34.82	0.026	0.077	0.048
Si	12.139	12.897	34.854	0.044	-0.092	0
Si	9.899	15.149	34.685	-0.213	0.142	-0.258
Si	4.381	11.985	0.095	0.117	-0.12	0.065
Si	15.252	20.951	34.848	-0.028	-0.046	0.056
Si	9.365	1.571	0.041	-0.038	-0.03	-0.092
Si	7.198	3.779	0.22	-0.127	-0.194	-0.222
Si	9.762	6.508	0.153	0.07	-0.091	-0.269
Si	6.492	9.711	0.102	0.01	0.093	-0.016
Si	9.222	12.627	0.01	0.027	-0.091	-0.065
Si	12.405	14.793	0.018	0.025	0.031	-0.137
Si	23.357	7.26	34.752	-0.066	-0.041	0.074
Si	11.915	4.357	0.27	-0.008	0.059	-0.175
Si	14.638	7.022	0.143	-0.124	0.107	-0.249
Si	12.525	9.259	0.216	0.071	-0.1	-0.293
Si	14.616	12.532	0.023	0.045	-0.049	-0.192
Si	2.633	16.406	1.455	-0.046	-0.035	-0.218
Si	5.446	2.657	1.365	-0.057	-0.006	-0.266
Si	2.722	5.367	1.363	-0.017	0.002	-0.304
Si	5.43	8.075	1.42	0.018	0.106	-0.16
Si	2.703	10.801	1.263	0.109	-0.097	-0.183
Si	5.497	13.658	1.339	0.091	-0.052	-0.235
Si	8.239	16.327	1.449	-0.015	0.084	-0.31
Si	10.812	2.738	1.534	-0.019	0.033	-0.34
Si	8.268	5.359	1.562	0.029	0.029	-0.161
Si	10.897	8.12	1.477	-0.035	-0.005	-0.273
Si	8.124	10.941	1.343	-0.002	0.039	-0.316
Si	10.838	13.671	1.399	0.023	-0.097	-0.198
Si	13.63	16.355	1.321	0.014	0.013	-0.274
Si	16.315	2.705	1.354	0.027	0.015	-0.221
Si	13.526	5.504	1.537	-0.037	-0.038	-0.251
Si	16.371	8.146	1.306	0.052	0.033	-0.225
Si	13.669	10.884	1.441	-0.071	0.078	-0.081
Si	16.267	13.661	1.322	-0.02	0.094	-0.3
Si	1.311	1.405	2.838	-0.033	0.087	0.156
Si	4.122	4.066	2.761	0.031	-0.016	-0.039
Si	1.333	6.744	2.723	0.062	-0.046	0.071
Si	4.037	9.474	2.754	-0.076	-0.118	0.053
Si	1.35	12.232	2.632	0.013	0.012	-0.067
Si	4.064	14.975	2.697	0.005	-0.017	0.02
Si	6.772	1.3	2.785	-0.025	0.019	0.015
Si	9.531	4.039	2.98	-0.038	-0.045	0.186
Si	6.839	6.775	2.786	-0.05	0.041	0.041
Si	9.5	9.554	2.727	-0.039	0.051	-0.035
Si	6.81	12.291	2.783	0.011	0.02	0.052
Si	9.576	15.012	2.84	0.069	0.002	0.126
Si	12.275	1.372	2.754	0.053	-0.09	-0.01
Si	14.953	4.076	2.745	0.047	-0.007	0.02
Si	12.22	6.826	2.928	-0.042	0.034	0.182
Si	15.085	9.56	2.763	0.037	-0.044	0.035
Si	12.203	12.226	2.744	-0.038	0.023	0.038
Si	14.944	14.987	2.775	-0.039	0.021	-0.021
Si	16.299	16.324	4.188	-0.001	-0.007	-0.066
Si	2.734	2.746	4.167	-0.048	-0.038	-0.066
Si	16.309	5.42	4.142	0.033	0.015	-0.018
Si	2.686	8.11	4.139	0.039	0.134	-0.115
Si	16.387	10.928	4.139	-0.058	-0.1	0.024
Si	2.713	13.578	4.048	0.002	0.04	0.029
Si	5.407	16.279	4.151	0.056	0.047	-0.01
Si	8.103	2.661	4.225	0.026	0.087	-0.046
Si	5.457	5.433	4.156	-0.034	-0.02	-0.006
Si	8.163	8.186	4.131	0.026	-0.037	0.03
Si	5.418	10.879	4.117	0.006	0.044	-0.101
Si	8.188	13.628	4.174	-0.06	-0.086	-0.066
Si	10.942	16.354	4.189	-0.068	-0.02	-0.014
Si	13.616	2.723	4.147	0	-0.005	-0.022
Si	10.889	5.439	4.289	0.061	-0.006	-0.027
Si	13.665	8.219	4.165	-0.054	-0.063	-0.04
Si	10.862	10.878	4.139	0.045	0.034	0.02
Si	13.574	13.597	4.132	0.028	0.054	-0.103
Si	17.717	14.978	16.544	-0.019	0.001	0.025
Si	4.1	17.661	16.538	0.026	0.003	0.036
Si	17.719	4.085	16.496	-0.019	-0.042	0.024
Si	4.084	6.77	16.547	-0.019	0.022	0.041
Si	17.676	9.484	16.47	0.072	-0.009	-0.001
Si	4.115	12.258	16.547	-0.002	-0.039	0.062
Si	6.812	14.94	16.571	0.052	0.016	0.075
Si	9.506	17.684	16.552	-0.011	-0.024	0.047
Si	6.78	4.064	16.582	0.01	0.012	0.056
Si	9.484	6.797	16.524	-0.005	0.02	0.034
Si	6.781	9.508	16.553	-0.034	0.012	0.05
Si	9.511	12.245	16.535	0.002	0.017	0.033
Si	12.228	14.985	16.47	-0.019	0.018	0.015
Si	14.986	17.699	16.503	-0.025	0.002	0.004
Si	12.213	4.06	16.511	0.056	0.003	0.007
Si	14.978	6.83	16.467	-0.06	0	-0.003
Si	12.228	9.535	16.505	-0.038	0.026	0.01
Si	14.975	12.248	16.45	0.04	-0.046	-0.017
Si	19.112	16.3	17.955	-0.01	0.029	0.004
Si	5.415	19.006	17.96	-0.009	-0.092	0.071
Si	19.024	5.432	17.935	0.046	-0.009	0.026
Si	5.455	8.1	17.938	0.037	0.034	0.121
Si	19.03	10.848	17.808	-0.059	-0.021	0.058
Si	5.489	13.576	17.997	-0.057	0.019	-0.045
Si	8.172	16.306	17.95	-0.018	-0.022	0.137
Si	10.846	19.052	17.939	0.019	-0.009	-0.029
Si	8.137	5.451	17.947	-0.026	0.002	0.004
Si	10.82	8.198	17.864	0.061	-0.047	0.072
Si	8.106	10.918	17.917	0.085	-0.095	-0.04
Si	10.91	13.618	17.862	-0.023	0.053	0.099
Si	13.562	16.369	17.83	0.067	-0.023	-0.007
Si	16.409	19.019	17.863	0.035	0.093	0.053
Si	13.607	5.463	17.785	-0.029	0.038	0.052
Si	16.338	8.148	17.888	-0.028	0.038	0.063
Si	13.661	10.877	17.827	-0.021	0.094	0.008
Si	16.291	13.617	17.839	0.019	-0.059	0.062
Si	17.76	17.675	19.319	-0.029	0.053	0
Si	20.321	4.021	19.329	0.021	-0.067	0
Si	17.654	6.791	19.32	0.043	-0.03	-0.054
Si	20.357	9.497	19.215	-0.071	-0.082	-0.194
Si	17.641	12.19	19.15	-0.018	-0.073	-0.146
Si	20.459	14.933	19.375	0.035	0.125	0.018
Si	6.792	17.65	19.361	-0.032	-0.066	-0.037
Si	9.505	4.118	19.326	-0.005	-0.033	-0.026
Si	6.775	6.733	19.412	-0.119	0.131	0.038
Si	9.443	9.557	19.263	-0.12	-0.127	0.011
Si	6.821	12.217	19.429	-0.042	-0.035	0.075
Si	9.561	14.921	19.319	0.053	0.045	0.069
Si	12.242	17.694	19.273	-0.077	-0.103	0.032
Si	15.04	4.148	19.108	0.078	-0.007	-0.184
Si	12.232	6.816	19.15	-0.019	0.019	-0.176
Si	14.99	9.534	19.244	0.021	0.006	-0.038
Si	12.363	12.297	19.165	0.117	0.005	-0.103
Si	14.919	15.021	19.175	-0.044	0.009	-0.108
Si	16.299	16.305	20.541	0.024	0.054	0.254
Si	19.024	19.037	20.845	-0.018	-0.01	0.128
Si	16.278	5.419	20.669	-0.088	0.045	0.16
Si	18.999	8.198	20.643	0.055	0.093	0.259
Si	16.3	10.927	20.635	0.028	0.014	0.277
Si	18.991	13.493	20.513	-0.039	-0.003	0.289
Si	5.512	16.242	20.862	0.108	0.037	0.057
Si	8.133	19.09	20.703	-0.048	-0.067	0.159
Si	5.327	5.305	20.759	0.095	0.03	0.277
Si	8.087	8.228	20.776	0.081	0.121	0.318
Si	5.301	10.823	20.665	-0.056	0.139	0.318
Si	8.278	13.534	20.813	0.157	0.04	0.316
Si	10.933	16.313	20.723	-0.046	-0.058	0.248
Si	13.694	19.142	20.413	-0.04	0.039	0.268
Si	10.916	5.517	20.6	0.087	0.056	0.218
Si	13.603	8.141	20.509	-0.075	0.044	0.431
Si	10.969	10.936	20.397	0.019	-0.064	0.314
Si	13.629	13.706	20.62	-0.146	-0.091	0.232
Si	17.444	14.67	21.788	-0.001	-0.014	0.03
Si	20.677	17.872	22.15	0.007	0.046	0.099
Si	17.26	20.143	22.116	0.09	-0.115	0.24
Si	20.398	6.891	22.031	-0.209	-0.108	-0.004
Si	17.854	9.777	21.996	-0.022	-0.009	0.182
Si	20.031	11.98	22.005	0.136	0.056	-0.012
Si	7.271	15.187	22.201	-0.109	-0.096	0.117
Si	9.355	17.559	21.986	0.086	-0.006	-0.001
Si	6.562	20.114	22.181	0.095	0.074	0.048
Si	9.871	7.156	21.955	0.083	0	0.074
Si	6.159	9.147	22.09	0.269	0.186	0.291
Si	10.018	12.332	21.999	-0.004	-0.074	-0.279
Si	12.075	14.721	22.146	-0.077	0.011	-0.02
Si	15.121	17.911	21.789	-0.068	-0.113	0.071
Si	12.606	4.38	21.785	-0.095	0.032	0.08
Si	14.686	6.619	21.952	-0.103	0.027	0.117
Si	12.069	9.404	21.771	0.177	-0.073	-0.026
Si	15.211	12.6	21.946	0.071	0.06	0.233
Si	13.738	19.559	28.157	-0.006	0.113	-0.014
Si	9.228	14.369	31.827	-0.105	0.12	-0.46
Si	20.271	13.19	29.898	0.018	-0.095	-0.088
Si	10.661	19.433	32.878	0.015	0.076	-0.189
Si	10.144	5.592	28.95	0.044	-0.012	-0.032
Si	10.13	8.195	27.405	0.039	0.164	0.301
Si	13.86	8.866	30.888	0.171	0.168	-0.46
Si	16.176	5.22	27.744	-0.062	0.089	0.251
Si	6.726	5.126	24.919	-0.039	-0.112	0.489
Si	7.184	14.148	25.276	0.212	0.012	0.492
Si	22.286	11.005	30.75	-0.327	0.306	-0.308
Si	19.278	15.964	24.125	-0.187	0.012	0.159
Si	15.646	8.156	27.129	-0.14	0.048	0.322
Si	13.575	14.439	28.38	-0.084	-0.041	0.007
Si	10.562	15.126	29.164	0.094	-0.128	-0.153
Si	11.209	18.904	24.07	-0.08	0.237	0.114
Si	9.451	17.885	28.317	-0.093	-0.07	-0.133
Si	13.631	6.22	32.632	0.051	0.132	-0.286
Si	18.249	6.36	29.74	-0.137	0.152	-0.282
Si	18.765	16.722	32.984	0.228	0.1	-0.215
Si	9.48	13.127	27.022	0.037	-0.033	0.419
Si	11.056	19.934	26.838	0.098	0.015	0.359
Si	16.524	14.453	32.923	-0.078	-0.16	-0.23
Si	22.164	20.593	27.682	-0.059	-0.127	0.139
Si	14.857	16.838	26.977	0.107	0.091	0.223
Si	8.717	10.517	24.136	0.165	0.248	0.319
Si	12.51	12.072	26.787	-0.047	0.09	0.517
Si	13.747	10.881	24.072	-0.262	0.025	0.005
Si	8.786	7.401	24.644	0.127	0.065	0.504
Si	13.773	11.25	32.696	-0.077	-0.043	-0.226
Si	17.726	20.556	25.182	-0.092	-0.18	0.506
Si	17.765	11.705	29.429	0.123	-0.023	0.029
Si	20.451	16.311	30.536	0.277	-0.205	-0.338
Si	6.866	16.469	27.469	-0.062	0.162	0.257
Si	15.309	13.096	30.57	0.032	-0.135	-0.617
Si	7.961	18.321	32.212	-0.171	0.082	-0.537
Si	12.901	9.334	27.997	-0.048	0.012	0.215
Si	21.427	8.683	32.748	0.008	0.2	-0.176
Si	23.317	15.92	30.609	-0.265	-0.052	-0.33
Si	19.334	6.349	32.572	-0.112	-0.042	-0.142
Si	13.331	16.677	24.206	0.237	-0.082	0.171
Si	20.739	13.333	24.818	-0.143	-0.215	0.421
Si	8.423	10.533	27.078	-0.229	0.006	0.575
Si	20.066	6.127	24.939	0.065	0.112	0.397
Si	20.638	7.073	27.712	0.027	0.035	0.244
Si	16.765	9.012	29.735	0.139	0.019	-0.065
Si	12.283	20.558	30.612	0.063	0.121	-0.565
Si	8.041	20.157	29.939	-0.089	0.05	-0.281
Si	17.862	17.576	26.267	-0.055	0.11	0.404
Si	15.916	8.578	24.16	0.029	-0.101	0.12
Si	19.753	11.931	27.261	-0.031	-0.024	0.256
Si	20.572	17.979	27.87	0.118	-0.005	0.052
Si	21.922	9.886	27.817	-0.153	0.052	0.132
Si	8.198	11.683	32.715	-0.035	0.07	-0.2
Si	1.376	14.932	5.49	-0.051	0.024	-0.056
Si	4.073	1.349	5.528	-0.002	0.01	-0.043
Si	1.364	4.092	5.538	0.025	0.017	-0.035
Si	4.078	6.789	5.521	-0.011	-0.007	-0.045
Si	1.374	9.52	5.518	0.021	-0.012	-0.048
Si	4.059	12.247	5.485	0.024	-0.053	-0.062
Si	6.793	14.955	5.537	-0.006	-0.021	-0.029
Si	9.528	1.346	5.563	0.014	-0.012	-0.009
Si	6.779	4.072	5.566	-0.011	-0.041	-0.024
Si	9.499	6.836	5.562	0.011	-0.006	0.008
Si	6.788	9.529	5.508	-0.005	0.013	-0.047
Si	9.526	12.242	5.535	-0.002	0.006	-0.026
Si	12.258	14.956	5.552	0.009	0.005	-0.036
Si	14.951	1.369	5.553	0.015	-0.034	-0.034
Si	12.276	4.06	5.577	-0.013	0.055	0.009
Si	14.978	6.806	5.533	-0.009	0.002	-0.054
Si	12.256	9.547	5.523	0.012	0.03	-0.029
Si	14.97	12.253	5.503	-0.009	0.009	-0.051
Si	2.714	16.3	6.887	0.027	-0.008	-0.004
Si	5.423	2.705	6.92	0.003	0.033	0.007
Si	2.723	5.445	6.912	-0.013	-0.003	0.003
Si	5.436	8.162	6.888	-0.008	0.007	-0.006
Si	2.729	10.882	6.885	0.008	-0.018	0.026
Si	5.424	13.587	6.885	0.02	0.01	0.007
Si	8.159	16.304	6.919	0.021	0.01	-0.002
Si	10.887	2.714	6.932	-0.014	0.015	-0.009
Si	8.149	5.448	6.918	-0.006	0.023	-0.003
Si	10.892	8.186	6.908	0.012	-0.038	-0.014
Si	8.151	10.882	6.893	0.005	0.007	-0.001
Si	10.886	13.598	6.913	0.004	-0.005	0.007
Si	13.607	16.32	6.926	-0.003	0.007	0.014
Si	16.327	2.725	6.91	-0.002	-0.009	0.008
Si	13.624	5.449	6.923	0.002	-0.033	0.002
Si	16.333	8.17	6.902	-0.024	0.011	0.01
Si	13.616	10.901	6.898	-0.039	-0.006	-0.003
Si	16.33	13.601	6.888	0.002	0.002	-0.002
Si	17.685	17.669	8.27	-0.016	-0.003	-0.004
Si	4.072	4.076	8.286	-0.017	-0.026	0.008
Si	17.687	6.81	8.283	0.027	0.021	-0.001
Si	4.085	9.525	8.267	0.015	0.018	0
Si	17.686	12.237	8.265	-0.02	-0.013	-0.003
Si	4.079	14.952	8.267	-0.002	0.008	-0.005
Si	6.8	17.673	8.284	0.02	0.022	0.001
Si	9.52	4.088	8.283	0.033	0.012	0.002
Si	6.788	6.808	8.28	0.006	-0.034	0.005
Si	9.517	9.533	8.277	0.013	0.007	-0.004
Si	6.79	12.238	8.267	-0.007	-0.021	0
Si	9.522	14.95	8.289	-0.027	-0.02	0.006
Si	12.244	17.673	8.3	-0.024	-0.02	0.003
Si	14.976	4.084	8.293	0.009	0.031	0.003
Si	12.245	6.81	8.278	-0.015	-0.002	0.004
Si	14.966	9.529	8.273	-0.022	-0.031	-0.002
Si	12.252	12.246	8.283	0.029	0.019	0.001
Si	14.979	14.959	8.28	0	0.023	-0.001
Si	16.331	16.319	9.657	-0.004	-0.005	0.002
Si	2.72	2.707	9.652	0.005	0.014	-0.002
Si	16.334	5.446	9.66	-0.015	-0.022	0.004
Si	2.731	8.168	9.651	-0.019	-0.01	-0.003
Si	16.328	10.884	9.649	0.003	-0.002	-0.006
Si	2.725	13.594	9.646	-0.001	0.008	0.001
Si	5.438	16.309	9.648	0.003	-0.009	0.003
Si	8.16	2.721	9.652	-0.002	0.005	0.002
Si	5.438	5.438	9.653	-0.004	0.015	0.005
Si	8.158	8.165	9.649	0.008	-0.007	0.006
Si	5.443	10.877	9.649	0.006	-0.005	0.003
Si	8.151	13.593	9.649	0.02	0.008	0.002
Si	10.878	16.315	9.664	0.014	0.022	0.006
Si	13.606	2.724	9.661	-0.002	-0.002	0.001
Si	10.881	5.45	9.653	-0.001	-0.003	0.009
Si	13.605	8.169	9.65	0.002	0.006	-0.005
Si	10.88	10.889	9.651	-0.009	-0.008	0.003
Si	13.612	13.607	9.656	-0.01	-0.005	-0.006
Si	17.695	14.959	11.027	-0.002	-0.002	0.001
Si	4.088	17.673	11.024	-0.008	0.002	0.002
Si	17.689	4.074	11.026	-0.003	0.001	0
Si	4.086	6.801	11.025	-0.002	-0.004	0.002
Si	17.69	9.526	11.025	-0.012	0.008	0.001
Si	4.088	12.238	11.025	0.003	-0.017	-0.007
Si	6.797	14.955	11.027	-0.004	0.008	0.004
Si	9.516	17.681	11.029	0.009	-0.008	0.007
Si	6.8	4.078	11.027	0.016	-0.003	0.006
Si	9.513	6.803	11.028	0.012	-0.002	0.002
Si	6.801	9.52	11.029	0.009	0.003	-0.004
Si	9.514	12.242	11.026	-0.002	0	-0.001
Si	12.246	14.961	11.032	0.006	-0.002	-0.002
Si	14.969	17.682	11.029	-0.008	0.005	-0.003
Si	12.237	4.086	11.028	-0.006	0.008	-0.001
Si	14.963	6.805	11.024	0.001	0.005	-0.003
Si	12.235	9.522	11.023	0.003	-0.005	-0.002
Si	14.972	12.246	11.026	-0.011	-0.001	-0.005
Si	19.056	16.316	12.405	0.006	0.001	0
Si	5.452	2.707	12.401	-0.011	0.019	-0.001
Si	19.059	5.427	12.394	-0.022	0.006	-0.003
Si	5.444	8.156	12.405	0.001	-0.011	0.007
Si	19.055	10.879	12.402	-0.005	0.012	-0.009
Si	5.446	13.593	12.407	-0.011	-0.002	0.002
Si	8.152	16.322	12.4	0.011	-0.001	0.001
Si	10.871	2.728	12.403	0.014	0.002	0
Si	8.152	5.441	12.405	0.004	-0.011	0.004
Si	10.872	8.163	12.402	-0.003	0.009	0.004
Si	8.158	10.881	12.403	0.01	-0.001	0.004
Si	10.869	13.609	12.397	0.019	-0.01	-0.003
Si	13.607	16.325	12.402	-0.014	0.006	-0.005
Si	16.329	2.72	12.405	-0.002	-0.002	0.003
Si	13.598	5.447	12.4	0.007	-0.006	-0.005
Si	16.33	8.16	12.392	-0.008	-0.005	-0.006
Si	13.595	10.89	12.387	0.013	-0.015	-0.017
Si	16.339	13.601	12.403	-0.016	0.012	-0.001
Si	17.7	17.682	13.774	-0.033	0.014	0.002
Si	4.1	4.069	13.772	0.013	-0.026	-0.003
Si	17.699	6.791	13.754	0.009	-0.019	-0.001
Si	4.089	9.516	13.781	-0.011	0.016	-0.002
Si	17.71	12.248	13.776	0.01	-0.048	-0.005
Si	4.1	14.961	13.784	-0.01	-0.002	-0.002
Si	6.802	17.672	13.793	0.011	-0.007	0.013
Si	9.499	4.074	13.785	0.022	0.015	0.002
Si	6.79	6.792	13.789	-0.007	0.028	0.002
Si	9.51	9.52	13.78	0.017	-0.013	-0.006
Si	6.804	12.235	13.788	0.012	-0.01	-0.002
Si	9.507	14.966	13.774	-0.004	0.016	-0.002
Si	12.238	17.688	13.768	0.016	-0.009	-0.009
Si	14.965	4.088	13.768	-0.029	0.015	-0.003
Si	12.226	6.797	13.775	0.015	0.001	0.001
Si	14.958	9.526	13.745	-0.027	0.024	-0.01
Si	12.229	12.246	13.76	-0.022	0.031	-0.011
Si	14.979	14.97	13.769	0.013	-0.022	-0.005
Si	16.348	16.322	15.15	-0.004	0.012	0.01
Si	19.075	2.707	15.149	0.003	0.035	-0.028
Si	16.341	5.442	15.129	-0.003	0	-0.005
Si	19.063	8.128	15.139	-0.031	0.005	-0.016
Si	16.335	10.87	15.107	-0.022	0.035	-0.014
Si	19.067	13.608	15.165	0.001	0.024	0.019
Si	5.461	16.3	15.177	-0.035	0.002	-0.022
Si	8.142	2.721	15.181	0	-0.017	-0.001
Si	5.444	5.416	15.171	-0.017	-0.001	0.006
Si	8.14	8.166	15.156	0.03	0.001	-0.007
Si	5.443	10.875	15.165	-0.01	-0.024	-0.006
Si	8.159	13.604	15.162	0.017	0.007	-0.011
Si	10.855	16.347	15.135	0.031	-0.01	-0.014
Si	13.603	2.726	15.137	-0.004	0.008	0.014
Si	10.856	5.437	15.152	-0.01	-0.012	0.004
Si	13.59	8.181	15.12	0.032	-0.007	0.013
Si	10.866	10.895	15.141	0.026	-0.026	0.027
Si	13.594	13.614	15.114	-0.004	-0.022	-0.008
O	8.446	8.888	24.002	-0.403	-0.082	-0.184
O	12.112	15.075	28.698	-0.034	0.133	-0.004
O	18.413	15.328	22.923	0.079	-0.075	-0.058
O	9.888	18.252	23.391	0.085	0.248	-0.074
O	20.728	12.69	23.325	0.215	0.01	-0.325
O	12.635	20.241	27.155	-0.017	0.029	-0.122
O	10.836	8.767	34.243	0.007	-0.059	0.418
O	14.807	10.718	33.81	-0.116	0.212	0.091
O	12.025	19.76	22.979	-0.159	-0.22	0.15
O	19.04	11.508	34.364	-0.122	-0.049	0.735
O	20.04	16.195	33.834	0.111	-0.045	-0.064
O	21.506	5.484	24.606	-0.304	-0.197	-0.152
O	18.199	18.142	33.534	0.104	0.162	0.096
O	9.455	18.355	32.844	0.228	0.05	0.138
O	12.682	10.145	23.098	0.119	-0.001	-0.221
O	17.291	7.577	30.262	-0.195	-0.294	0.108
O	11.954	18.794	33.608	-0.12	-0.024	0.125
O	18.144	7.01	33.487	-0.33	0.145	0.209
O	15.139	14.948	33.616	-0.025	-0.059	0.157
O	17.444	4.542	23.612	-0.182	0.041	-0.356
O	14.241	17.281	23.014	-0.12	-0.164	-0.244
O	8.997	10.465	33.448	0.128	0.035	0.058
O	14.433	12.15	23.33	0.159	-0.035	-0.317
O	10.135	20.783	33.629	0.194	0.108	0.01
O	9.701	7.59	25.969	0.082	-0.209	-0.311
O	7.276	4.349	23.595	0.227	-0.017	-0.573
O	19.159	4.916	25.522	0.014	0.083	-0.172
O	17.818	10.203	30.082	0.133	-0.093	0.115
O	9.481	6.536	23.455	0.055	0.022	-0.194
O	9.616	14.357	28.077	0.024	-0.056	-0.039
O	19.991	21.453	33.431	-0.123	-0.106	0.185
O	6.874	10.068	26.804	0.019	0.112	-0.413
O	20.585	10.529	27.146	-0.011	-0.163	-0.087
O	5.532	7.636	22.338	0.025	0	-0.061
O	13.23	21.278	31.697	-0.021	-0.133	0.344
O	8.163	6.146	34.205	0.162	-0.315	0.491
O	23.272	17.967	33.426	0.052	-0.016	0.215
O	7.037	14.581	23.724	-0.118	0.093	-0.54
O	13.599	16.92	34.334	-0.057	0.105	0.489
O	11.168	14.134	34.342	-0.11	0.075	0.394
O	17.241	9.084	23.369	0.053	-0.027	-0.106
O	20.557	12.9	28.311	0.191	0.222	-0.024
O	12.661	15.302	23.604	-0.037	0.054	-0.217
O	22.205	13.173	25.54	-0.06	0.031	-0.146
O	5.503	18.947	22.721	-0.237	-0.141	-0.251
O	10.396	14.557	30.687	0.001	-0.096	0.218
O	10.977	12.602	26.669	0.091	0.094	-0.267
O	20.15	7.245	26.151	-0.175	0.19	-0.56
O	21.569	5.762	27.863	-0.019	0.152	-0.252
O	21.626	19.689	34.37	0.177	-0.22	0.414
O	15.223	7.365	23.324	0.189	0.062	-0.267
O	10.992	8.309	22.39	-0.038	-0.055	-0.455
O	12.991	11.411	25.4	0.229	-0.375	-0.259
O	12.166	17.721	24.658	-0.187	0.042	0.287
O	10.651	18.446	27.377	0.082	0.019	-0.327
O	10.775	19.947	25.247	-0.305	0.011	-0.271
O	10.12	21.069	27.545	-0.131	-0.092	-0.198
O	7.477	6.561	25.143	0.082	0.23	-0.066
O	16.401	8.752	34.353	-0.283	0.121	0.66
O	20.435	7.503	32.233	0.145	-0.066	-0.117
O	7.606	19.75	31.46	0.226	0.035	0.415
O	19.401	6.982	28.761	-0.073	-0.13	0.061
O	12.665	10.953	27.984	0.054	0.087	0.138
O	22.787	7.991	33.362	-0.02	0.041	0.174
O	16.244	14.175	31.343	0.313	0.323	0.305
O	11.102	19.742	31.349	-0.362	-0.175	0.38
O	18.802	12.602	30.305	0.031	-0.145	0.217
O	21.773	17.199	27.087	0.039	0.071	-0.061
O	18.838	5.726	31.124	0.189	0.045	0.514
O	16.372	13.649	22.562	-0.101	-0.081	-0.562
O	21.648	9.713	31.502	-0.115	-0.243	0.177
O	8.868	5.24	29.906	0.005	-0.127	0.279
O	8.279	16.446	22.557	-0.153	-0.211	-0.138
O	16.267	19.776	34.211	-0.05	0.114	0.513
O	14.292	16.434	25.504	-0.133	-0.291	-0.537
O	8.658	13.524	25.661	-0.205	0.08	-0.406
O	12.956	8.763	29.527	-0.142	0.065	0.2
O	8.139	17.495	27.426	-0.112	0.25	-0.012
O	23.341	12.245	33.693	0.117	-0.076	0.19
O	10.056	16.656	29.164	-0.062	-0.003	0.231
O	14.816	21.965	33.599	0.171	0.037	0.078
O	20.891	19.567	27.701	-0.004	0.141	-0.163
O	14.019	18.057	27.641	-0.012	0.014	-0.07
O	21.693	14.19	34.356	0.223	0.114	0.752
O	7.762	14.577	31.105	0.173	-0.079	0.057
O	14.908	9.814	24.409	-0.005	0.027	0.177
O	11.034	13.498	22.629	0.045	0.129	-0.336
O	12.634	12.148	33.445	-0.069	-0.022	0.262
O	9.061	19.039	29.368	0.32	0.217	0.149
O	18.215	16.345	25.29	0.143	-0.218	-0.349
O	7.898	17.183	31.054	0.164	0.257	0.195
O	21.869	16.124	31.321	-0.063	0.14	0.081
O	15.407	6.658	27.732	0.015	0.004	0.111
O	16.228	18.899	22.527	0.147	-0.083	-0.593
O	23.052	20.235	28.987	-0.022	0.022	0.028
O	14.628	12.127	31.652	-0.086	0.05	0
O	17.386	5.271	28.859	0.027	0.059	0.195
O	6.794	15.836	28.983	-0.165	-0.08	-0.041
O	19.246	16.879	31.443	-0.148	-0.024	0.551
O	10.008	7.15	28.619	-0.013	0.016	0.208
O	9.225	10.651	25.677	0.237	0.184	-0.555
O	9.182	9.404	27.955	-0.06	-0.065	0.001
O	17.113	13.127	33.671	0.057	0.038	-0.021
O	7.464	11.228	31.329	0.446	0.056	0.083
O	18.25	11.674	27.859	-0.011	-0.175	-0.153
O	13.599	5.491	22.546	0.062	-0.08	-0.635
O	13.459	13.333	27.191	0.059	-0.113	-0.187
O	18.906	10.916	22.614	-0.098	-0.216	-0.535
O	16.435	17.247	26.974	0.002	0.184	-0.19
O	11.578	5.38	29.683	0.138	-0.05	0.16
O	14.23	8.945	27.15	0.132	0.14	-0.298
O	20.764	9.552	33.935	0.16	0.095	0.087
O	21.587	8.33	28.106	0.152	-0.087	-0.128
O	20.05	17.288	23.574	-0.029	-0.091	-0.33
O	17.587	15.642	33.097	0.047	-0.175	-0.07
O	12.421	6.764	33.575	0.085	0.17	-0.039
O	13.143	19.531	29.678	0.016	0.028	0.414
O	17.764	18.956	25.426	-0.038	0.088	-0.456
O	13.163	9.971	31.868	-0.375	0.039	0.339
O	16.311	8.053	25.656	-0.06	-0.232	-0.404
O	16.252	12.287	29.5	-0.144	-0.03	0.243
O	19.641	12.6	25.793	0.044	-0.045	-0.238
O	14.102	13.792	29.76	0.019	-0.321	0.385
O	21.388	12.403	30.815	0.386	0.079	0.232
O	16.661	4.889	26.23	0.202	0.21	-0.482
O	15.121	20.4	28.192	0.004	-0.128	0.11
O	20.145	14.8	30.002	-0.181	0.217	0.144
O	6.75	20.546	26.308	0.109	0.287	-0.394
O	14.063	7.438	31.632	-0.07	-0.144	0.245
O	14.667	15.55	27.942	0.228	0.097	-0.166
O	9.859	11.177	23.185	-0.18	0.013	-0.166
O	20.362	14.911	24.714	0.187	0.249	-0.238
O	19.582	6.739	23.503	0.173	-0.098	-0.574
O	11.671	8.64	27.215	-0.055	-0.023	-0.391
O	15.346	9.373	30.428	0.01	0.105	0.024
O	9.334	15.391	33.113	0.177	0.061	0.462
O	19.059	17.697	27.367	-0.037	-0.226	-0.266
O	20.622	17.46	29.403	0.16	-0.089	0.144
O	8.586	11.983	27.809	-0.089	-0.034	-0.002
O	22.386	10.613	29.179	0.103	0.022	0.32
O	16.672	8.964	28.104	0.168	0.051	-0.373
O	9.292	12.838	32.369	-0.051	-0.09	0
O	7.065	15.382	26.317	0.198	-0.159	-0.36
O	5.616	9.755	23.62	0.155	-0.07	-0.468
H	21.881	9.098	24.337	0.021	-0.11	-0.009
O	7.428	11.431	23.788	0.073	0.261	0
H	6.551	10.975	23.923	-0.039	0.029	0.076

Results
total energy: -102126.702 eV
total energy less fixed offsets of H -15.91, O -438.35, Si -107.03 eV per atom: -3.332 eV
